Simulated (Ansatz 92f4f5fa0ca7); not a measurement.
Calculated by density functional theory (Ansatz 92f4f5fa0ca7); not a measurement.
Periodic cell of 258 atoms, Si166O92, from a study of silicon, its oxide and their interface. The atomic structure is a simulated model.
Doubt: the cutoff is far below the 930 eV that the study's wrapper takes by default for these files, so forces and energies are approximate.
This geometry differs little from another in the collection (a relaxation step or a small displacement).

Settings
functional: PBE
potential files: Ansatz PAW
basis: plane waves
wave-function cutoff: 580 eV
density cutoff ratio: 5
exchange-correlation grid ratio: 1
k mesh: 1 x 1 x 1, Gamma-centred
self-consistency stop: 5e-08 eV per atom in the density residual
occupations: fixed
spin: none
net charge: 0

Cell vectors (angstrom)
a, 10.938, 0, 0
b, 0, 10.938, 0
c, 0, 0, 37.9325

Atoms: element, x, y, z (angstrom)
Si, 0, 0, 0.683
Si, 5.469, 0, 0.683
Si, 2.7345, 2.7345, 0.683
Si, 8.2035, 2.7345, 0.683
Si, 0, 5.469, 0.683
Si, 5.469, 5.469, 0.683
Si, 2.7345, 8.2035, 0.683
Si, 8.2035, 8.2035, 0.683
Si, 1.3673, 1.3673, 2.0503
Si, 6.8362, 1.3673, 2.0503
Si, 4.1018, 4.1018, 2.0503
Si, 9.5708, 4.1018, 2.0503
Si, 1.3673, 6.8362, 2.0503
Si, 6.8362, 6.8362, 2.0503
Si, 4.1018, 9.5708, 2.0503
Si, 9.5708, 9.5708, 2.0503
Si, 2.7345, 0, 35.881
Si, 8.2035, 0, 35.881
Si, 0, 2.7345, 35.881
Si, 5.469, 2.7345, 35.881
Si, 2.7345, 5.469, 35.881
Si, 8.2035, 5.469, 35.881
Si, 0, 8.2035, 35.881
Si, 5.469, 8.2035, 35.881
Si, 4.1018, 1.3673, 37.2483
Si, 9.5708, 1.3673, 37.2483
Si, 1.3673, 4.1018, 37.2483
Si, 6.8362, 4.1018, 37.2483
Si, 4.1018, 6.8362, 37.2483
Si, 9.5708, 6.8362, 37.2483
Si, 1.3673, 9.5708, 37.2483
Si, 6.8362, 9.5708, 37.2483
Si, -3.9467, -1.2963, 31.7318
Si, 4.6079, 0.872, 28.1477
Si, 2.5619, -0.0498, 30.6904
Si, 8.2182, 7.0658, 25.144
Si, -1.4862, 6.4507, 17.3723
Si, 2.8764, 7.2123, 27.5941
Si, 7.91, 11.7297, 18.8846
Si, 9.6163, 12.3418, 31.9717
Si, -2.7298, 0.3488, 26.9931
Si, 10.8716, 2.7344, 30.4981
Si, 9.2213, 3.6841, 29.1005
Si, 6.9929, 7.0992, 29.1787
Si, -0.4169, 9.7642, 29.204
Si, 8.1547, 5.4024, 30.3637
Si, 0.9099, 6.1409, 25.5243
Si, 9.7587, 12.8156, 24.8699
Si, 7.5791, -0.774, 14.7309
Si, 10.0062, 4.7604, 26.1014
Si, 0.5261, 7.5991, 14.3246
Si, 4.2088, 1.2679, 31.7397
Si, 6.6499, 4.0144, 31.5406
Si, 8.6906, 10.8141, 30.4759
Si, 0.3807, 7.9446, 30.5983
Si, 4.0548, 6.9981, 31.785
Si, 1.1422, 6.1441, 18.435
Si, 5.4637, -2.5572, 30.4497
Si, 1.4352, 4.2262, 31.5957
Si, 3.9026, -1.2067, 29.2276
Si, -0.7076, 4.6287, 15.3897
Si, 5.6704, 7.3978, 26.5901
Si, 0.8903, 11.8666, 29.3341
Si, 9.6097, 6.7624, 31.743
Si, -0.0068, 0.0338, 33.3277
Si, 5.5586, -0.0276, 33.1625
Si, 2.8288, 2.7951, 32.9983
Si, 8.0747, 2.764, 33.092
Si, 0.0284, 5.4161, 33.1227
Si, 5.4015, 5.4588, 33.0193
Si, 2.7841, 8.2306, 33.325
Si, 8.2391, 8.1644, 33.0994
Si, 1.4529, 1.4375, 34.4953
Si, 6.8326, 1.3827, 34.531
Si, 4.1061, 4.1193, 34.482
Si, 9.5377, 4.0876, 34.4812
Si, 1.357, 6.8068, 34.5375
Si, 6.8196, 6.8074, 34.4479
Si, 4.1657, 9.6088, 34.5745
Si, 9.5402, 9.5437, 34.5499
Si, 2.7353, -0.0219, 3.4071
Si, 8.1763, 0.0006, 3.4085
Si, -0.0251, 2.7381, 3.4256
Si, 5.4613, 2.7099, 3.4036
Si, 2.7213, 5.4845, 3.4052
Si, 8.1945, 5.4426, 3.4103
Si, -0.0126, 8.1726, 3.4147
Si, 5.4506, 8.1997, 3.4318
Si, 4.1095, 1.3349, 4.7683
Si, 9.5061, 1.3789, 4.7792
Si, 1.3312, 4.1506, 4.7636
Si, 6.8204, 4.0707, 4.7683
Si, 4.0434, 6.8567, 4.8024
Si, 9.5564, 6.7955, 4.7829
Si, 1.3842, 9.5216, 4.7552
Si, 6.8229, 9.5741, 4.7914
Si, 2.5876, 0.1357, 8.7503
Si, 5.4466, -0.0286, 6.2015
Si, 2.7212, 2.7547, 6.0258
Si, 8.2788, -0.1578, 8.764
Si, -1.4228, 4.1223, 7.5662
Si, 2.7165, 5.3715, 8.8837
Si, 2.6862, 8.199, 6.2572
Si, 8.1902, 8.1731, 6.1121
Si, -0.9285, 0.857, 10.0307
Si, 8.1377, 2.7241, 6.2176
Si, -0.0264, 2.6271, 8.7432
Si, 13.9288, 6.3352, 13.1327
Si, -2.8324, 5.5738, 8.8228
Si, 5.4228, 5.4417, 6.0727
Si, 6.7269, 6.8417, 7.4159
Si, 10.9104, 10.8923, 6.0083
Si, 1.4349, -2.72, 23.3793
Si, 3.4611, 4.2943, 17.5131
Si, 1.6404, 3.6274, 10.0423
Si, 1.2971, 1.387, 7.2644
Si, -1.9704, 7.3143, 10.2153
Si, 3.3678, 1.9111, 10.128
Si, -0.1109, 10.6145, 18.273
Si, 1.3053, 6.8586, 7.6976
Si, 6.7855, 1.3206, 7.6161
Si, 13.0739, 6.3079, 21.1152
Si, 3.3616, -0.1596, 12.3022
Si, 3.515, 0.8728, 15.2031
Si, -0.0159, 5.4878, 6.2238
Si, 6.3803, 10.3779, 11.7446
Si, 4.7465, 14.0331, 22.4959
Si, 6.6386, 11.9284, 16.0685
O, -12.2526, 37.7143, 16.8817
O, -5.4946, 36.8668, 21.3725
O, 12.9238, 21.0101, 11.6929
O, -8.5019, -12.93, 24.4359
O, -1.1364, 4.3233, 27.6708
O, 5.481, 16.319, 10.756
O, -19.0356, 17.0668, 28.8373
O, -10.65, 4.866, 18.9911
O, 4.4622, 15.4676, 16.2505
O, -2.2997, -36.4176, 23.5937
O, 4.7647, -0.9022, 11.8422
O, 17.8887, 19.6136, 15.0223
O, -30.784, 5.0374, 12.8888
O, 31.1309, -10.8591, 18.283
O, 43.8072, -4.8966, 14.911
O, -14.8958, 22.1035, 25.8819
O, -12.9191, -2.7756, 26.1453
O, 22.8835, -16.7262, 21.4827
O, -32.556, 47.0514, 15.4451
O, 29.3441, -7.3954, 11.2075
O, 16.727, 19.9431, 26.9397
O, 18.7939, 24.2861, 21.5652
O, 17.244, -4.4438, 27.802
O, -24.325, 17.5029, 18.6814
Si, -14.2888, -7.6681, 14.5093
Si, 7.6704, -5.2636, 19.7766
Si, -5.6418, 2.6995, 8.9162
Si, -16.1585, 23.9748, 30.0313
Si, 4.0658, 4.0763, 7.4276
Si, -6.0662, 15.9539, 20.1833
Si, -3.3055, -3.7407, 15.0008
Si, -1.2802, 9.4941, 7.4167
Si, 9.5219, 28.467, 12.4057
Si, -3.6067, 12.6325, 22.9185
Si, 13.5496, -7.2819, 24.5544
Si, -20.5679, 20.4492, 32.0826
Si, 18.7929, 1.5976, 29.0295
Si, 0.8027, 4.2058, 12.1707
Si, -8.5354, 23.1919, 17.8837
Si, 8.9316, 9.0912, 27.5446
Si, 15.2226, -15.4194, 10.3056
Si, -7.9695, -0.5212, 24.8454
Si, 16.4792, 10.5529, 26.3741
Si, 8.5761, 35.5705, 20.1516
Si, 16.2447, 27.0393, 15.0105
Si, 18.7181, -11.68, 21.4345
Si, -11.0667, -0.9517, 15.2469
Si, 13.184, 17.181, 30.4129
Si, 8.5433, 18.3836, 21.9757
Si, 11.8768, 13.0854, 14.4695
Si, -14.0928, -8.8957, 11.7661
Si, 10.8939, 8.2911, 9.1117
Si, 1.2978, 12.3127, 23.1757
Si, -8.2683, 12.4016, 26.963
Si, -6.8758, 20.5207, 7.6261
Si, 18.2228, 9.0539, 10.05
Si, 21.5501, -1.5602, 21.1486
Si, 6.5579, 4.3149, 10.0599
Si, -10.4089, 4.0308, 20.3574
Si, -9.9046, 10.1752, 10.2653
Si, -8.3914, 12.715, 20.6766
Si, 5.4165, -13.7588, 8.9483
O, 6.1649, -6.9181, 14.2179
O, 40.9205, 30.0885, 28.6759
O, -8.3598, -10.4217, 23.678
O, 4.5847, 32.2763, 25.0466
O, 0.8039, -9.9048, 18.1448
O, 24.8194, -32.4676, 16.6657
O, 24.1779, -3.6029, 22.3378
O, -30.6768, 29.3348, 13.984
O, 0.5287, 7.1928, 24.2946
O, -29.0122, 2.0583, 21.6594
O, -18.3525, 17.888, 11.7007
O, -6.9763, 3.9103, 23.6727
O, -12.6034, 1.5051, 11.3801
O, 18.8574, 36.9072, 19.4774
O, 11.6316, 20.2987, 22.4463
O, 8.275, 6.7487, 13.5285
O, -27.7199, 12.1502, 15.5003
O, 5.88, 24.1572, 23.309
O, 32.5274, -3.2418, 12.8892
O, 12.3321, 12.6743, 27.9507
O, 3.6399, 38.598, 20.8723
O, -8.549, 5.5523, 17.5431
O, 13.029, 16.052, 25.0299
O, 22.3026, -10.3597, 14.7337
O, 20.1496, 10.088, 14.8828
O, 21.9085, 7.041, 17.6418
O, -26.0556, 11.7292, 17.7004
O, -11.5446, 16.0554, 12.2313
O, 0.2525, 31.6238, 19.6449
O, 8.1478, 16.9591, 21.3057
O, 30.5379, 5.5486, 25.5717
O, -4.8644, 16.9423, 19.6884
O, -0.9825, 29.7457, 21.2403
O, -2.1376, 18.2403, 16.147
O, -6.6436, 27.778, 13.9903
O, 12.4129, 17.9849, 26.7777
O, -1.4168, 22.8781, 26.2286
O, -21.9917, 22.9339, 23.9238
O, 1.6922, 17.9604, 19.7014
O, 14.3128, -0.1936, 13.9533
O, 13.6294, -19.0195, 17.4156
O, -28.4509, -6.7321, 18.8688
O, 11.0681, -12.0665, 16.8658
O, 9.4107, -11.4335, 21.4574
O, -3.7584, -11.5174, 13.1578
O, 28.4742, -20.8538, 11.2413
O, 24.137, 54.734, 26.2038
O, 1.5703, 46.7041, 23.5061
O, 10.1429, -29.6948, 20.6016
O, 15.0394, -14.9236, 26.5206
O, -3.4725, 2.4092, 15.8895
O, -7.4684, 23.2554, 11.7228
O, 29.0425, 11.0241, 22.6872
O, -0.6659, -7.5623, 25.257
O, 3.0294, 30.6074, 28.1892
O, -10.3136, -8.1855, 12.9663
O, 12.8107, -51.5424, 20.1206
O, 2.5689, -30.6771, 14.7268
O, 1.3258, 44.8475, 21.5562
O, -35.9563, 2.134, 13.3775
O, 8.3488, 12.9908, 24.1117
O, -4.3646, -14.7411, 25.253
O, -36.3083, -2.3286, 21.6054
O, 24.9556, -31.8428, 19.3514
O, 13.7744, 13.6377, 25.8782
O, 7.2109, 10.7527, 20.0152
O, 30.7611, 4.255, 14.5192
O, -4.4861, -4.732, 15.5325

Results
free energy: -157844.430 eV
free energy less fixed offsets of O -568.88, Si -635.61 eV per atom: 3.790 eV

Forces (eV/angstrom), in the order of the atoms: element, x, y, z
Si, -0.0101, 0.0297, 0.0102
Si, -0.0039, -0.0008, -0.0213
Si, -0.0222, -0.0192, 0.0063
Si, 0.0138, 0.0359, -0.0197
Si, 0.0223, -0.0149, -0.014
Si, 0.0188, 0.0089, -0.0018
Si, 0.0294, 0.0313, -0.0063
Si, 0.0013, 0.0512, 0.0038
Si, -0.0517, 0.0179, 0.1516
Si, -0.0444, -0.075, -0.249
Si, -0.0629, 0.0249, 0.0448
Si, -0.0197, -0.0576, -0.1524
Si, -0.1162, 0.0087, -0.2282
Si, -0.0919, -0.0169, 0.118
Si, 0.0831, -0.0281, -0.1146
Si, -0.0119, -0.0351, 0.1026
Si, 0.2686, 0.4157, 0.1026
Si, -0.1508, -0.0145, 0.1578
Si, 0.0428, 0.0316, -0.2722
Si, -0.1652, 0.1388, -0.0345
Si, 0.0167, -0.1865, 0.074
Si, -0.1195, 0.0565, -0.2606
Si, -0.0526, -0.1447, 0.1379
Si, 0.3518, -0.2884, 0.0746
Si, -0.0667, -0.036, 0.0671
Si, 0.0592, -0.1081, -0.0351
Si, -0.0426, 0.0601, 0.0177
Si, -0.0057, -0.0063, -0.0188
Si, 0.007, -0.0267, -0.0169
Si, 0.0113, 0.0178, 0.0257
Si, -0.0134, -0.0065, -0.0596
Si, 0.0186, 0.0006, 0.0384
Si, -0.0057, -0.0074, 0.0108
Si, -0.1044, 0.0591, 0.0259
Si, -0.0551, 0.0904, -0.0009
Si, -0.002, -0.0112, 0.0036
Si, -0.0007, 0.011, -0.0003
Si, -0.0042, -0.0019, -0.0091
Si, 0.0068, 0.0024, 0.0055
Si, 0.0041, 0.0087, 0.011
Si, 0.0291, 0.0237, 0.0278
Si, -0.0196, 0.0037, -0.0072
Si, 0.0004, -0.0026, 0.0091
Si, -0.0135, -0.0048, 0.02
Si, -0.001, 0.0214, 0.0176
Si, 0.0005, -0.0068, -0.0069
Si, 0.0024, 0.0032, 0.0121
Si, 0.009, 0.0167, -0.001
Si, 0.0008, -0.0041, 0.0038
Si, -0.0018, -0.006, 0.008
Si, 0.0027, -0.0051, -0.0133
Si, 0.0126, 0.002, 0.0108
Si, -0.0075, 0.0303, 0.0096
Si, -0.0145, 0.0223, -0.0255
Si, 0.006, 0.001, 0.0023
Si, -0.0007, -0.0028, 0.0031
Si, -0.0053, 0.0058, -0.0007
Si, -0.0207, 0.0121, -0.0026
Si, 0.0048, -0.0024, -0.0048
Si, 0.1039, -0.0872, -0.0783
Si, 0.0039, 0, -0.0023
Si, -0.0054, -0.0026, 0.0003
Si, 0.051, -0.03, -0.0048
Si, -0.0059, -0.0063, 0.0076
Si, -0.0029, 0.0193, -0.0009
Si, 0.0058, 0.0087, -0.0046
Si, -0.009, 0.0046, 0.0086
Si, 0.0084, -0.0072, -0.0054
Si, 0.0041, 0.0019, 0.0048
Si, -0.0042, -0.0038, -0.0021
Si, -0.0094, -0.0078, -0.0014
Si, -0.0012, 0.0079, 0.0014
Si, 0.0005, 0.0011, 0.0041
Si, -0.0003, -0.0037, 0.0037
Si, 0.0067, -0.0018, 0.0046
Si, -0.0017, 0.0056, 0.0063
Si, 0.0055, -0.0004, 0.0033
Si, 0.0044, -0.0047, 0.0076
Si, -0.0087, 0.0039, 0.0002
Si, 0.0022, -0.014, 0.0051
Si, -0.0011, -0.0001, -0.0003
Si, 0.0015, -0.0012, -0.0004
Si, -0.0003, 0.0001, -0.001
Si, 0.0002, 0.0007, -0.0005
Si, 0.0004, 0.0007, 0
Si, -0.0009, 0, 0.0006
Si, 0.0005, 0.0005, -0.0014
Si, 0, 0.0003, -0.001
Si, 0.0006, 0.001, -0.0008
Si, 0.0007, 0.001, -0.0008
Si, 0, -0.0003, -0.001
Si, -0.0007, 0, 0.0006
Si, -0.0001, 0, -0.0015
Si, 0.0005, 0.0015, -0.0011
Si, -0.0007, -0.0024, 0.0003
Si, 0.0007, -0.0011, -0.0019
Si, 0.0009, 0.0032, 0.0038
Si, -0.001, -0.0008, -0.001
Si, 0.0003, -0.0017, 0.0019
Si, -0.0031, 0.0006, 0.0078
Si, 0.0016, -0.0007, -0.0014
Si, 0.003, -0.0047, 0.0031
Si, 0.0023, -0.0009, -0.0009
Si, 0.0025, 0.0032, 0.0016
Si, 0.014, -0.0125, -0.0108
Si, 0.0022, 0.0015, 0.0006
Si, -0.0025, 0, 0.0026
Si, -0.0056, 0.0127, 0.0065
Si, -0.0028, 0.0008, 0.0061
Si, 0.0028, 0.0007, 0.0039
Si, 0.0016, -0.0008, 0.0052
Si, -0.0004, 0.003, 0.0028
Si, 0, -0.0042, 0.0064
Si, 0.0009, -0.0009, 0.0012
Si, 0.0009, 0, -0.002
Si, 0.0038, -0.002, 0.0044
Si, 0.001, -0.0002, 0.0017
Si, -0.0045, -0.0014, -0.0029
Si, -0.0036, -0.0039, -0.0046
Si, -0.0023, 0.0006, -0.0071
Si, -0.003, 0.0002, -0.0024
Si, 0.0016, 0.0017, 0.0038
Si, 0.0048, -0.0072, 0.0137
Si, 0.0065, -0.0062, -0.0033
Si, 0.0008, 0.0012, -0.0026
Si, -0.017, 0.0148, 0.0107
Si, 0.0023, 0.0068, 0.001
Si, -0.0001, -0.0034, -0.0075
O, 0.0011, -0.0019, 0.0013
O, -0.0003, 0.0009, 0.0004
O, 0.0042, -0.0003, -0.0001
O, 0.0029, 0.0028, 0.001
O, 0.0059, 0.0092, -0.0059
O, 0.0003, -0.0005, 0.0198
O, 0.0019, -0.0063, 0.0069
O, 0.002, 0.0001, 0.0013
O, -0.0003, 0.0013, 0.0034
O, -0.001, 0.0061, -0.0046
O, 0.0104, 0.0011, -0.0036
O, 0.0002, -0.0005, 0.0017
O, -0.0021, -0.0021, -0.0057
O, 0.0014, 0.001, 0.0028
O, -0.003, -0.0083, 0.0033
O, -0.0195, 0.0097, 0.0014
O, 0.0055, 0.0083, 0.0006
O, 0.0022, 0.0024, 0.0014
O, -0.0031, 0.0056, 0.0081
O, -0.0049, 0.0025, -0.0013
O, -0.0055, 0.0058, 0.0105
O, -0.0001, 0.0007, 0
O, -0.0012, 0.0035, 0.0035
O, 0.0034, -0.0011, 0.0007
Si, 0.004, -0.0121, -0.006
Si, -0.0036, -0.0006, -0.0027
Si, 0.008, -0.0009, 0.006
Si, 0.0245, -0.0194, -0.0062
Si, -0.005, 0.0047, -0.0035
Si, 0.0052, 0.004, 0.0066
Si, -0.0001, 0.0116, 0.0055
Si, -0.0002, -0.0067, -0.0047
Si, 0.0056, 0.0136, 0.0089
Si, 0.0064, 0.0084, 0.0009
Si, -0.0055, 0.0137, 0.0135
Si, 0.0202, -0.0428, 0.0022
Si, 0.0223, -0.0081, 0.0476
Si, 0.0033, -0.0079, 0.0118
Si, -0.0036, -0.002, -0.0049
Si, -0.0157, -0.043, -0.0129
Si, -0.0048, 0.0062, -0.0089
Si, -0.0105, 0.0003, 0.0074
Si, 0.0258, -0.0801, -0.0197
Si, -0.0073, -0.0074, 0.0071
Si, 0.0024, 0.0017, 0.0008
Si, -0.0003, 0.002, -0.0089
Si, -0.0003, -0.0025, 0.0144
Si, 0.0064, 0.0011, 0.0036
Si, 0.0024, -0.0024, 0.0052
Si, 0.0019, -0.0026, -0.0029
Si, -0.0067, 0.0052, 0.0132
Si, 0.0015, -0.0001, 0.004
Si, -0.0025, 0.0021, 0.0047
Si, 0.0087, -0.0012, 0.0161
Si, -0.001, -0.0007, -0.0019
Si, -0.0002, -0.0007, 0.0039
Si, 0.0016, 0.0042, -0.0017
Si, 0.0093, -0.008, -0.0163
Si, -0.0006, 0, 0.0024
Si, -0.0098, 0.0093, -0.0005
Si, -0.0015, 0.0047, 0.0022
Si, 0.0036, 0.0043, -0.0001
O, -0.004, 0.002, 0.0022
O, 0.0201, 0.0198, -0.0054
O, -0.0021, 0.007, 0.0017
O, 0.0063, 0.0201, 0.0289
O, 0.0072, 0.0035, 0.0034
O, -0.0019, 0.0025, 0.0036
O, -0.0003, 0.0016, 0.0008
O, -0.0004, -0.0001, 0.0064
O, -0.0014, 0.0096, -0.008
O, -0.0011, -0.0009, 0.0016
O, -0.0022, -0.0054, 0.0069
O, 0.0032, -0.0004, -0.0012
O, -0.0013, -0.0002, 0.0028
O, 0.0007, 0.0065, 0.0029
O, 0.0014, 0.0032, 0.0021
O, 0.0019, 0.0001, 0.0006
O, -0.0008, -0.0029, 0.0047
O, -0.0013, -0.0014, 0.002
O, -0.0073, -0.0018, 0.0019
O, -0.0068, 0.0171, 0.0025
O, -0.0014, 0, -0.002
O, 0.0038, -0.0017, 0.0021
O, 0.0005, 0, 0.0008
O, 0.0036, 0.0087, -0.0021
O, -0.0036, 0.001, -0.0034
O, 0, -0.0019, 0.0041
O, -0.0002, 0.001, -0.0046
O, 0.0041, -0.0005, 0.0002
O, 0.003, -0.0007, 0.0064
O, 0.0021, -0.0004, 0.0012
O, -0.0001, 0.008, 0.0025
O, 0.0003, 0, 0.0036
O, 0.0002, -0.0019, 0.0026
O, -0.0008, -0.0057, 0.0049
O, 0.0002, -0.0021, 0.0016
O, -0.0008, -0.0059, 0.0003
O, -0.0152, -0.0113, 0.0073
O, 0.0005, -0.0011, -0.0043
O, 0.0006, -0.0001, 0.0019
O, 0.0019, 0.006, 0.0026
O, 0.0023, 0.0046, 0.0043
O, -0.0016, 0.0018, 0.0011
O, -0.0003, 0.0015, -0.0005
O, -0.0006, 0.0018, 0.0029
O, 0.0058, -0.001, 0.0008
O, 0.0059, -0.0034, -0.0046
O, 0.0027, -0.0056, -0.0035
O, 0.0021, -0.0011, -0.002
O, 0.005, 0.0014, -0.0002
O, 0.0109, 0.0036, 0.0036
O, 0.0024, 0.0035, 0.0001
O, 0.0035, 0.0012, -0.0001
O, -0.0019, -0.0015, 0.0048
O, 0.001, 0.0005, -0.0015
O, -0.0029, 0.0144, 0.0226
O, 0.0024, 0.0049, -0.0035
O, 0.0007, 0.0002, 0.0025
O, -0.0063, 0.003, 0.0006
O, 0.0006, 0.0004, -0.0008
O, -0.0013, 0.0006, 0
O, 0.0014, -0.0032, 0.0015
O, 0.0026, 0.0016, -0.002
O, 0.0001, 0.0033, 0.0042
O, 0.0028, 0.0002, 0.0058
O, -0.001, 0.0045, -0.0022
O, 0.004, -0.001, 0.0117
O, 0.0055, 0.0008, 0.0084
O, -0.0034, -0.0017, 0.0019

The program warned: the cutoff lies below the one the program advises for these potential files; the exchange-correlation potential is rough where the density is thin.
